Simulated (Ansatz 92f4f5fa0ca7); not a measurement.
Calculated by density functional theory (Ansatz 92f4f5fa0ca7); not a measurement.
Periodic cell of 212 atoms, Si132O80, from a study of silicon, its oxide and their interface. The atomic structure is a simulated model.
Doubt: the cutoff is far below the 930 eV that the study's wrapper takes by default for these files, so forces and energies are approximate.
This geometry differs little from another in the collection (a relaxation step or a small displacement).

Settings
functional: PBE
potential files: Ansatz PAW
basis: plane waves
wave-function cutoff: 580 eV
density cutoff ratio: 5
exchange-correlation grid ratio: 1
k mesh: 1 x 1 x 1, Gamma-centred
self-consistency stop: 5e-08 eV per atom in the density residual
occupations: fixed
spin: none
net charge: 0

Cell vectors (angstrom)
a, 10.938, 0, 0
b, 0, 10.938, 0
c, 0, 0, 31.7274

Atoms and the computed forces on them: element, x, y, z (angstrom), force x, y, z (eV/angstrom)
Si, -0.3958, 0.3616, 24.3297, 0.0828, -0.0708, -0.0109
Si, 6.1852, -0.572, 24.3097, -0.0714, 0.0823, -0.0242
Si, 2.1357, 3.3158, 24.3857, 0.0501, -0.0488, -0.0034
Si, 8.6271, 2.083, 24.2914, -0.0821, 0.0521, -0.0047
Si, 0.4862, 5.0832, 24.2374, -0.0575, 0.0824, -0.0465
Si, 4.7495, 6.1157, 24.3053, 0.0852, -0.0888, -0.0659
Si, 3.0462, 7.9206, 24.4525, -0.0765, 0.0799, -0.0142
Si, 7.7674, 8.5326, 24.2958, 0.0699, -0.1009, -0.0435
Si, 1.279, 1.4595, 25.6035, 0.0083, -0.0036, 0.0016
Si, 6.9324, 1.2357, 25.6903, -0.0077, 0.0114, -0.0047
Si, 4.0309, 4.1795, 25.5219, 0, -0.0073, -0.0191
Si, 9.5577, 4.0549, 25.3744, 0.0118, -0.0096, 0.007
Si, 1.3709, 6.7901, 25.641, 0.0063, -0.0037, 0.0144
Si, 6.7038, 6.8429, 25.5285, -0.0069, 0.005, -0.0162
Si, 4.2143, 9.6293, 25.5367, 0.015, 0.0087, 0.0021
Si, 9.5267, 9.5433, 25.5516, -0.0052, -0.0037, 0.0099
Si, 2.7403, 0.0411, 26.8762, -0.0179, -0.0146, 0.0087
Si, 8.261, -0.0766, 27.0457, 0.001, -0.0145, 0.0135
Si, -0.0733, 2.7963, 26.9652, 0.0095, 0.0009, -0.0112
Si, 5.4651, 2.7402, 26.8679, 0.0027, 0.0063, 0.0135
Si, 2.738, 5.4607, 27.015, -0.0016, -0.0003, 0
Si, 8.1756, 5.4457, 26.8212, 0.0044, 0.0081, -0.0018
Si, -0.0147, 8.1998, 26.9146, 0.0012, 0.0068, -0.0026
Si, 5.4634, 8.2273, 26.9847, -0.0086, 0.0152, -0.0119
Si, 4.1018, 1.3673, 28.3092, -0.0166, 0.1768, -0.4105
Si, 9.5708, 1.3673, 28.3092, 0.0669, 0.1332, 0.473
Si, 1.3673, 4.1018, 28.3092, -0.2542, -0.0152, 0.388
Si, 6.8362, 4.1018, 28.3092, 0.0404, -0.0612, -0.5843
Si, 4.1018, 6.8362, 28.3092, 0.0209, 0.164, 0.4056
Si, 9.5708, 6.8362, 28.3092, -0.277, -0.2156, -0.5595
Si, 1.3673, 9.5708, 28.3092, 0.1477, 0.0957, -0.4979
Si, 6.8362, 9.5708, 28.3092, 0.0027, -0.2801, 0.7189
Si, 0, 0, 29.6764, 0.0704, 0.1802, 0.013
Si, 5.469, 0, 29.6764, 0.1046, -0.0458, -0.0114
Si, 2.7345, 2.7345, 29.6764, -0.0974, -0.0152, 0.0032
Si, 8.2035, 2.7345, 29.6764, -0.0087, -0.1442, 0.0111
Si, 0, 5.469, 29.6764, 0.0662, -0.079, 0.0103
Si, 5.469, 5.469, 29.6764, -0.0098, 0.1022, -0.0039
Si, 2.7345, 8.2035, 29.6764, 0.0572, -0.0506, 0.0219
Si, 8.2035, 8.2035, 29.6764, -0.1852, -0.0356, 0.0491
Si, 1.3673, 1.3673, 31.0437, 0.0652, -0.0884, 0.0264
Si, 6.8362, 1.3673, 31.0437, -0.0449, 0.0731, -0.0222
Si, 4.1018, 4.1018, 31.0437, 0.0143, -0.0112, -0.0067
Si, 9.5708, 4.1018, 31.0437, -0.0527, 0.056, -0.0367
Si, 1.3673, 6.8362, 31.0437, -0.0786, 0.0507, -0.0182
Si, 6.8362, 6.8362, 31.0437, 0.1012, -0.0384, 0.0308
Si, 4.1018, 9.5708, 31.0437, -0.0511, 0.0756, -0.0283
Si, 9.5708, 9.5708, 31.0437, 0.031, -0.0626, -0.0168
Si, 2.7345, 0, 0.6835, 0.0343, -0.048, 0.0229
Si, 8.2035, 0, 0.6835, -0.043, 0.0384, -0.0139
Si, 0, 2.7345, 0.6835, -0.0239, 0.0321, -0.0035
Si, 5.469, 2.7345, 0.6835, 0.0415, -0.0698, 0.0331
Si, 2.7345, 5.469, 0.6835, -0.0357, 0.0529, -0.0054
Si, 8.2035, 5.469, 0.6835, 0.0459, -0.0826, 0.0215
Si, 0, 8.2035, 0.6835, 0.0584, -0.0193, 0.0415
Si, 5.469, 8.2035, 0.6835, -0.0289, 0.0085, -0.0029
Si, 4.1018, 1.3673, 2.0507, -0.0187, 0.06, -0.0528
Si, 9.5708, 1.3673, 2.0507, -0.0222, -0.1034, 0.0452
Si, 1.3673, 4.1018, 2.0507, 0.0392, -0.0259, 0.0369
Si, 6.8362, 4.1018, 2.0507, -0.0232, 0.0694, -0.0563
Si, 4.1018, 6.8362, 2.0507, 0.0273, -0.0494, 0.0322
Si, 9.5708, 6.8362, 2.0507, -0.0982, 0.0159, -0.082
Si, 1.3673, 9.5708, 2.0507, 0.0123, 0.1453, -0.075
Si, 6.8362, 9.5708, 2.0507, 0.1049, -0.0122, 0.036
Si, 0, 0, 3.418, 0.3663, -0.1696, -0.5734
Si, 5.469, 0, 3.418, -0.2106, 0.2009, 0.5904
Si, 2.7345, 2.7345, 3.418, 0.2688, -0.0367, -0.2664
Si, 8.2035, 2.7345, 3.418, -0.3363, -0.0916, 0.379
Si, 0, 5.469, 3.418, 0.0519, 0.2201, 0.4037
Si, 5.469, 5.469, 3.418, -0.0058, -0.2621, -0.4925
Si, 2.7345, 8.2035, 3.418, 0.0821, 0.2778, 0.5773
Si, 8.2035, 8.2035, 3.418, 0.1102, -0.191, -0.6693
Si, 1.4056, 1.3349, 4.7345, -0.0012, 0.0067, 0.0028
Si, 6.7987, 1.3835, 4.8727, -0.0003, -0.0042, 0.0005
Si, 4.1562, 4.0683, 4.7718, -0.0087, -0.009, -0.0003
Si, 9.557, 4.0988, 4.794, 0.0143, 0.0036, 0.0081
Si, 1.393, 6.8541, 4.8488, -0.0152, -0.0088, 0.0112
Si, 6.8164, 6.8455, 4.7066, -0.0056, -0.0109, -0.0028
Si, 4.089, 9.6113, 4.8983, 0.0023, 0.0071, -0.0039
Si, 9.6471, 9.4944, 4.6893, -0.0013, 0.0017, 0.006
Si, 2.6752, 0.0814, 6.3213, -0.0023, -0.0106, -0.0136
Si, 8.2869, -0.0906, 5.9811, -0.0029, 0.0105, 0.0096
Si, 0.0562, 2.7218, 6.048, -0.0021, -0.0037, 0.0096
Si, 5.3989, 2.7535, 6.3697, 0.0195, 0.0401, 0.034
Si, 2.8356, 5.4749, 6.1292, 0.0067, 0.0033, -0.0087
Si, 8.1552, 5.5041, 6.096, -0.0208, -0.0096, 0.0197
Si, 0.0157, 8.2296, 6.239, 0.0064, 0.0049, -0.0012
Si, 5.5547, 8.1941, 6.1604, 0.0045, -0.0092, 0.0302
Si, 3.4454, 1.9855, 7.587, 0.0818, -0.0629, 0.0691
Si, 10.0414, 0.8867, 7.1543, -0.1613, 0.145, 0.17
Si, 1.7562, 3.7695, 7.3027, -0.0672, 0.0713, 0.0161
Si, 6.3193, 4.7083, 7.3551, 0.063, -0.2143, -0.1069
Si, 4.6272, 6.4124, 7.3988, -0.0138, 0.0513, 0.0241
Si, 9.2579, 7.0789, 7.4245, 0.0546, -0.0693, -0.009
Si, 0.7745, 10.1324, 7.4983, 0.0585, -0.0585, 0.0889
Si, 7.4993, 9.0353, 7.2568, -0.0657, 0.0517, 0.0416
O, 0.7998, 9.9348, 9.1783, -0.007, 0.0044, -0.1003
O, 1.1616, 4.5497, 8.6485, -0.0051, -0.0104, 0.005
O, 5.2934, -1.4745, 10.6276, 0.0214, -0.0197, -0.0219
O, 7.0233, 9.8452, 8.6285, 0.029, -0.0791, 0.0055
O, 3.5747, 1.6437, 9.2175, -0.0442, 0.035, -0.0709
O, 4.5812, 6.67, 9.1098, 0.1027, -0.1076, 0.0212
O, 6.5292, 4.9494, 9.1764, -0.0385, 0.1845, 0.0533
O, 9.8555, 6.1331, 8.7028, -0.0339, 0.042, -0.0162
O, 2.4447, 2.9258, 22.7845, -0.0119, 0.0047, 0.0305
O, 6.2954, 10.8496, 22.6799, 0.0142, -0.0425, 0.0466
O, 7.6809, 2.2653, 22.9001, 0.0164, -0.0063, 0.0226
O, 0.3491, 5.6126, 22.6616, 0.0238, -0.0411, 0.0755
O, 2.3171, 8.6285, 23.1024, 0.0096, -0.0207, 0.0117
O, 8.1808, 8.0069, 22.7658, -0.024, 0.0443, 0.0498
O, 4.9091, 5.7883, 22.6965, -0.0281, 0.0367, 0.0677
O, 11.3057, 10.5815, 23.0011, -0.0014, 0.0118, 0.0177
Si, 0.3319, 3.6506, 14.9381, 0.0055, -0.0012, -0.0092
Si, 6.8991, 11.1938, 14.0587, 0.0136, 0.0095, -0.0213
Si, 3.9436, 2.087, 10.7474, 0.0478, -0.0155, 0.0127
Si, 3.3914, 1.708, 22.2703, -0.0333, 0.0005, -0.0539
Si, 1.8761, 10.1001, 22.5521, -0.0083, 0.0047, -0.0371
Si, 4.8293, 10.2127, 12.0056, -0.0161, -0.0093, 0.0304
Si, 13.3552, 11.1927, 19.8539, -0.0173, 0.0011, -0.0631
Si, 6.3723, 13.4444, 17.0098, 0.0044, 0.0159, 0.005
Si, 9.6926, 3.4104, 19.6902, -0.0184, -0.0181, -0.0258
Si, 2.7391, 17.5576, 19.3932, 0.0056, 0.0007, -0.0373
Si, -1.4756, 13.2885, 16.9197, 0.0027, 0.0049, -0.0041
Si, 1.5874, 8.615, 15.6246, 0.0122, 0.0146, -0.0176
Si, 1.0953, 6.2657, 12.1689, 0.0164, 0.0236, 0.0056
Si, 10.4255, 11.5694, 19.0568, 0.0085, 0.0039, -0.0118
Si, 9.5509, 6.0549, 13.9784, 0.0237, -0.0052, 0.0044
Si, 5.4406, 14.1099, 14.3407, -0.0037, -0.0144, -0.0012
Si, 11.0124, 5.8587, 21.068, 0.0137, -0.0161, -0.0466
Si, 6.395, 12.4236, 22.2241, 0.0289, 0.0063, -0.0344
Si, -1.0119, 2.0203, 10.0263, -0.1807, -0.0489, -0.1597
Si, 5.3593, 5.7283, 21.1456, -0.0064, 0.0019, -0.0146
Si, 5.9364, 6.3601, 9.9856, -0.129, 0.2702, 0.1163
Si, 7.003, 16.0271, 12.4363, 0.0864, -0.1063, 0.076
Si, 2.5434, 14.531, 12.9449, 0.003, -0.0077, 0.0097
Si, 11.5487, 10.6948, 10.6308, -0.0297, 0.0156, 0.0362
Si, 8.8425, 10.9359, 11.8386, -0.0008, 0.0452, -0.0242
Si, 13.1498, 9.0519, 12.5851, 0.0066, -0.0144, 0.0065
Si, 6.7058, 3.2443, 19.995, 0.0243, 0.0304, -0.0394
Si, 8.5737, 9.2382, 18.8362, 0.0209, 0.0195, -0.0186
Si, 8.141, 7.4067, 21.2459, -0.0234, 0.0063, -0.0373
Si, 6.6547, 3.4258, 10.0876, 0.441, -1.2986, -0.3597
Si, 6.8051, -1.7287, 10.095, -0.0055, 0.1415, 0.0439
Si, 6.3063, 10.4561, 17.0273, -0.0078, 0.006, -0.0201
Si, -0.1609, 5.0124, 9.4854, 0.0054, -0.0832, 0.0808
Si, -0.9425, 7.5388, 16.6213, 0.0013, 0.0062, -0.0174
Si, 1.4697, 5.8556, 16.7994, 0.008, 0.0066, -0.0014
Si, 3.5801, 9.3458, 17.8069, -0.0103, 0.0008, -0.0069
O, 8.4097, 11.159, 13.4056, -0.0115, 0.0006, 0.0011
O, 7.8329, -1.0553, 11.1257, -0.0362, -0.0614, -0.0348
O, 10.2751, 10.2089, 11.5482, 0.0143, -0.0167, -0.0123
O, 2.4185, 5.6161, 18.1163, -0.0062, 0.0034, 0.0079
O, 9.5972, 6.6948, 20.9384, -0.005, 0.0116, 0.0249
O, 4.9285, 2.1029, 22.6597, -0.004, 0.0069, 0.0219
O, 9.7294, 3.5169, 18.0488, -0.0001, 0.0045, 0.009
O, -3.9979, 10.4595, 15.5163, -0.0057, -0.0101, 0.0243
O, 3.0779, 8.0651, 18.693, 0.0024, -0.0011, 0.0111
O, 0.4784, 12.3194, 10.4046, -0.0471, 0.0378, -0.052
O, 6.8024, 17.4236, 21.0198, 0.0048, 0.0172, 0.0292
O, 6.2022, 1.7458, 14.0411, -0.0075, 0.0121, 0.0064
O, 1.3937, 6.5928, 20.3722, -0.0235, 0.006, 0.0285
O, 3.5068, 10.631, 18.8025, -0.0106, 0.0107, 0.0253
O, 9.1986, 17.8863, 15.3085, -0.0065, -0.0003, 0.0018
O, 7.0174, -3.358, 9.8931, 0.0039, -0.1243, -0.0498
O, 14.0601, 12.4288, 20.67, 0.021, 0.0159, 0.0441
O, 13.6436, 13.7944, 11.4973, -0.005, 0.0001, -0.0097
O, -0.9868, 3.6414, 9.8616, 0.1047, 0.0412, -0.044
O, 6.011, -0.6703, 13.092, -0.0171, -0.0106, -0.0151
O, 10.8566, 17.6256, 13.2308, -0.0119, -0.0073, -0.0116
O, 4.1029, 6.2412, 20.2191, 0.0223, -0.0031, 0.0311
O, -3.0287, 13.3431, 16.4216, 0.0081, 0.0042, 0.011
O, 2.0552, 7.0384, 15.8046, -0.0045, -0.0102, 0.004
O, 5.8805, 5.9766, 11.5733, -0.0094, -0.0185, -0.172
O, 4.3288, 0.7722, 11.628, -0.0188, 0.0222, -0.0202
O, 6.5693, 1.7228, 20.6111, -0.0122, -0.0182, 0.0393
O, 8.2415, 16.9387, 12.9979, -0.0343, 0.0023, -0.0149
O, 1.1095, 11.6333, 18.9999, 0.0064, -0.0009, 0.0201
O, -0.0235, 17.2861, 17.2838, -0.0058, 0.0002, 0.0022
O, 7.5448, 3.9684, 11.3735, -0.0826, 0.1994, -0.0179
O, 5.4465, 14.2832, 15.9657, 0.0007, -0.0007, -0.0045
O, 2.9697, 11.2431, 23.0465, 0.018, 0.011, 0.0222
O, 10.7986, 4.4066, 20.3342, 0.0109, 0.0121, 0.0195
O, 8.9784, 8.0771, 17.7577, -0.01, -0.0006, 0.0126
O, 7.9151, 8.5872, 20.1586, 0.001, -0.0154, 0.0343
O, 12.8097, 18.5886, 11.832, -0.0072, -0.0133, 0.0055
O, 6.3737, 3.2962, 18.416, 0.001, -0.0083, 0.0131
O, 1.3326, 15.4175, 15.9408, 0.0028, 0.0061, 0.0107
O, 2.2004, 16.1284, 12.7379, -0.0135, 0.0106, -0.0216
O, 7.4695, 10.1883, 18.1255, -0.0004, -0.0058, 0.0135
O, 5.6212, 4.1795, 20.7431, -0.0079, -0.0139, 0.0206
O, 2.5929, 9.5377, 16.5165, -0.0033, -0.0017, -0.0004
O, -5.2102, 11.9663, 17.2515, -0.0001, -0.0054, 0.0067
O, 9.5013, 1.2614, 8.6571, 0.186, -0.0251, 0.0636
O, 10.9896, 8.7612, 16.1747, 0.0037, -0.0124, 0.0063
O, 10.5215, 13.3792, 15.7039, -0.0063, -0.0012, 0.0041
O, 3.9055, 14.2321, 13.8044, -0.0018, 0.0043, 0.0007
O, -0.9702, 1.8333, 20.0892, -0.0025, -0.0017, 0.0045
O, 7.1094, 2.3824, 9.0058, -0.2609, 0.9121, 0.3304
O, 9.7868, 11.8486, 17.5892, -0.001, -0.0039, 0.0106
O, -1.0788, 10.088, 19.4148, -0.0123, 0.0017, 0.0056
O, 1.2467, 13.934, 13.755, 0.0012, 0.0057, -0.0053
O, 12.8797, 10.0445, 20.9237, -0.0109, -0.0157, 0.0511
O, 10.0169, 15.486, 14.3893, -0.0093, 0.0063, -0.0044
O, 1.5724, 9.1076, 14.0786, -0.0078, 0.0036, 0.0024
O, 0.3609, 5.6925, 10.8533, -0.024, -0.0243, -0.0538
O, 8.2146, 3.8233, 20.2387, -0.0118, -0.0054, 0.0023
O, 3.8037, 9.2168, 12.7622, 0.0131, 0.0119, -0.0266
O, -5.8167, 9.3369, 17.2403, 0.0048, -0.0042, -0.0031
O, 5.1701, 3.161, 10.749, -0.1215, 0.1663, 0.0066
O, 1.8465, 10.3002, 11.5993, 0.0105, 0.0022, -0.007
O, 6.2855, 4.4117, 13.7149, -0.0044, 0.02, -0.028
O, 8.8986, 1.5047, 11.1969, 0.063, -0.0094, -0.0059

Results
free energy: -129408.282 eV
free energy less fixed offsets of O -568.88, Si -635.61 eV per atom: 2.638 eV

The program warned: the cutoff lies below the one the program advises for these potential files; the exchange-correlation potential is rough where the density is thin.
